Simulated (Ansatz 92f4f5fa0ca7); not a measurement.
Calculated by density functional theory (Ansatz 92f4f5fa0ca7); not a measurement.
Periodic cell of 276 atoms, Si168O108, from a study of silicon, its oxide and their interface. The atomic structure is a simulated model.
Doubt: the cutoff is low for norm-conserving oxygen, so forces and energies are approximate.
Doubt: the program's own warning below bears on the result.
This geometry differs little from another in the collection (a relaxation step or a small displacement).

Settings: functional HSE06; potential files SPMS norm-conserving; basis plane waves; wave-function cutoff 800 eV; density cutoff ratio 4; exchange-correlation grid ratio 1; k mesh 1 x 1 x 1, Gamma-centred; occupations fixed; spin none; net charge 0.

Cell vectors (angstrom)
a	11.6015	0	0
b	0	13.3963	0
c	0	0	30.8482

Atoms: element, x, y, z (angstrom)
Si	0.057	-0.096	24.081
Si	3.8817	0.015	24.1914
Si	7.7346	0.0593	23.9896
Si	1.91	3.4209	24.1176
Si	6.0016	3.3833	24.1994
Si	9.6159	3.3532	24.2688
Si	-0.1107	6.6776	24.1216
Si	3.7593	6.6802	24.1918
Si	7.6949	6.7745	24.1528
Si	1.991	9.9974	24.1476
Si	5.7959	10.0692	24.1477
Si	9.6469	10.0649	23.9558
Si	0.0161	2.1921	24.8289
Si	3.9224	2.3041	24.7968
Si	7.7721	2.1703	25.1066
Si	1.8393	5.6048	24.9916
Si	5.7669	5.6182	24.9086
Si	9.5971	5.6034	24.9884
Si	-0.0276	8.9437	24.8178
Si	3.8939	8.9109	24.9696
Si	7.7506	8.9901	24.9113
Si	1.9661	12.2448	24.9571
Si	5.8376	12.3126	24.9028
Si	9.6498	12.2854	24.7953
Si	0.0051	2.211	27.2366
Si	3.8836	2.2634	27.2191
Si	7.7481	2.1929	27.4171
Si	1.8928	5.587	27.3358
Si	5.7845	5.5916	27.2853
Si	9.6429	5.5941	27.3362
Si	-0.0129	8.939	27.2286
Si	3.8789	8.9185	27.3236
Si	7.7454	8.9532	27.2872
Si	1.9439	12.2662	27.3122
Si	5.8204	12.2879	27.2823
Si	9.6596	12.2723	27.2184
Si	1.9532	1.126	28.0552
Si	5.7797	1.1144	28.0949
Si	9.7	1.0858	28.0911
Si	-0.0264	4.4435	28.0856
Si	3.8513	4.4747	28.0789
Si	7.7141	4.4653	28.0948
Si	1.9143	7.8284	28.0808
Si	5.819	7.8152	28.0892
Si	9.6714	7.8347	28.086
Si	-0.0121	11.1609	28.0615
Si	3.8854	11.1597	28.0851
Si	7.7434	11.1763	28.0823
Si	1.9336	1.1164	30.4532
Si	5.8008	1.1164	30.4532
Si	9.6679	1.1164	30.4532
Si	0	4.4654	30.4532
Si	3.8672	4.4654	30.4532
Si	7.7343	4.4654	30.4532
Si	1.9336	7.8145	30.4532
Si	5.8008	7.8145	30.4532
Si	9.6679	7.8145	30.4532
Si	0	11.1635	30.4532
Si	3.8672	11.1635	30.4532
Si	7.7343	11.1635	30.4532
Si	0	0	0.3944
Si	3.8672	0	0.3944
Si	7.7343	0	0.3944
Si	1.9336	3.3491	0.3944
Si	5.8008	3.3491	0.3944
Si	9.6679	3.3491	0.3944
Si	0	6.6981	0.3944
Si	3.8672	6.6981	0.3944
Si	7.7343	6.6981	0.3944
Si	1.9336	10.0472	0.3944
Si	5.8008	10.0472	0.3944
Si	9.6679	10.0472	0.3944
Si	0.0017	-0.0059	2.7672
Si	3.8892	-0.0062	2.7541
Si	7.7424	-0.0051	2.7814
Si	1.9282	3.3527	2.761
Si	5.7888	3.3658	2.7355
Si	9.6688	3.3649	2.7716
Si	-0.0134	6.6961	2.7878
Si	3.8565	6.6982	2.7456
Si	7.7501	6.7077	2.7793
Si	1.9189	10.0645	2.762
Si	5.7871	10.0263	2.7611
Si	9.6325	10.0675	2.7801
Si	0.0001	2.223	3.5483
Si	3.8707	2.2329	3.5131
Si	7.7162	2.2557	3.4992
Si	1.94	5.5866	3.5641
Si	5.8	5.5987	3.5123
Si	9.6599	5.5819	3.6467
Si	-0.0292	8.9552	3.5283
Si	3.8389	8.9181	3.5373
Si	7.7061	8.9336	3.6105
Si	1.9525	12.305	3.5439
Si	5.8119	12.243	3.5606
Si	9.6783	12.2889	3.6302
Si	0.0039	2.203	5.9172
Si	3.8914	2.2205	5.8634
Si	7.6781	2.2639	5.8375
Si	1.963	5.5774	5.9396
Si	5.789	5.5917	5.8626
Si	9.6518	5.5581	6.0751
Si	-0.0662	8.9806	5.881
Si	3.7901	8.8815	5.9037
Si	7.6613	8.9167	6.0147
Si	1.9822	12.3246	5.9037
Si	5.819	12.1853	5.9397
Si	9.6969	12.2981	6.0506
Si	1.9884	1.16	6.7303
Si	5.8159	1.0363	6.5939
Si	9.5839	1.2051	6.6647
Si	0.0653	4.4213	6.6879
Si	3.927	4.4276	6.6862
Si	7.6292	4.4525	6.7683
Si	1.798	7.8274	6.6868
Si	5.6903	7.7626	6.7598
Si	9.637	7.8535	6.7398
Si	0.1137	11.1996	6.7425
Si	3.8314	11.0882	6.6851
Si	7.7733	11.1439	6.8407
O	4.1216	4.2978	8.3249
O	5.5214	7.5722	8.401
O	9.319	1.5375	8.2743
O	9.7084	8.064	8.3776
O	2.147	1.2677	8.3735
O	5.958	0.9152	8.2205
O	1.5145	7.9324	8.3181
O	0.4598	11.2241	8.371
O	3.668	10.8558	8.3191
O	0.349	4.2823	8.3144
O	7.3034	4.4447	8.4098
O	7.7863	11.161	8.5049
O	6.6044	3.4152	22.6515
O	2.1983	9.8622	22.5182
O	7.7106	0.1681	22.321
O	11.2759	6.5465	22.4882
O	7.706	6.9194	22.5003
O	0.2422	13.0318	22.4649
O	9.5982	10.0361	22.2852
O	3.4927	6.6322	22.5574
O	5.7939	10.0305	22.5008
O	9.2901	3.3983	22.6497
O	1.7462	3.5879	22.4914
O	3.8674	-0.061	22.5545
Si	8.9883	10.085	18.0433
Si	4.4065	10.9064	9.752
Si	9.2015	10.7325	20.8637
Si	5.061	8.1349	9.8485
Si	2.6631	1.6915	9.8453
Si	7.1765	6.2372	21.1353
Si	10.3892	6.606	18.2824
Si	3.0865	10.7953	12.5318
Si	10.0441	6.1345	14.1742
Si	9.7572	1.5071	16.1802
Si	5.4887	0.4947	9.6892
Si	1.6242	9.6581	21.0235
Si	11.0702	4.1625	9.6551
Si	7.2848	0.8178	20.8724
Si	3.2892	6.4376	14.5228
Si	7.9546	3.5008	21.7445
Si	10.1573	1.2736	9.6274
Si	13.5923	3.6769	15.3442
Si	8.1406	5.0587	9.6532
Si	-0.5712	4.3177	16.5959
Si	1.4073	13.0979	11.9546
Si	7.4119	1.5519	14.0497
Si	8.4682	10.8474	9.9486
Si	5.046	6.0291	11.9776
Si	7.9077	0.0692	11.4192
Si	11.6288	12.4399	20.9753
Si	9.021	7.865	9.8241
Si	4.0363	8.7195	19.4416
Si	7.5981	4.5215	12.7174
Si	0.7288	1.0991	14.564
Si	4.4988	10.4135	15.0299
Si	1.8373	9.1754	14.6086
Si	4.0867	6.0898	21.1519
Si	4.4619	13.3532	21.0655
Si	1.8983	1.1487	19.5796
Si	4.9974	7.925	16.637
Si	2.8489	1.22	16.5723
Si	8.0549	13.1049	17.9923
Si	7.4852	7.6034	18.3233
Si	11.4032	11.9429	9.6587
Si	5.9832	10.5611	20.9891
Si	10.7502	8.469	16.0408
Si	5.5784	13.3181	15.9683
Si	2.0839	7.3452	9.7067
Si	1.9433	4.0597	20.9621
Si	3.3861	4.5728	9.734
Si	0.2073	6.7393	20.9771
Si	11.384	6.5799	11.4561
O	9.2316	0.665	17.4439
O	9.2448	0.752	10.8355
O	1.0282	4.2146	16.5113
O	2.6075	12.3333	12.7168
O	6.2254	5.3527	12.8339
O	1.0253	5.3705	20.617
O	10.5319	5.0592	15.2586
O	5.1528	11.8223	15.4806
O	2.5057	3.2747	10.1159
O	1.087	2.6949	14.3864
O	7.8626	0.4112	12.9885
O	5.6079	7.2809	11.1072
O	3.2394	0.4282	20.1352
O	3.436	4.6621	20.7476
O	1.9301	9.7932	13.0987
O	4.222	1.3867	10.0514
O	4.0862	8.5472	17.8338
O	5.1095	11.903	20.7407
O	-0.0345	5.0681	10.8884
O	4.298	6.7516	15.7562
O	9.6691	9.9144	19.5242
O	7.3281	3.0271	13.3292
O	5.6445	5.8274	21.3532
O	7.9364	6.6669	9.6975
O	7.9118	4.395	11.1154
O	10.3053	2.9053	16.713
O	9.8825	9.6207	16.7788
O	7.2782	7.2325	19.8816
O	10.9338	2.6118	10.0896
O	6.0738	0.9354	14.7767
O	3.9772	6.5328	13.0684
O	8.8446	6.8654	17.8903
O	11.1808	6.4387	13.0503
O	1.0578	7.4484	10.9527
O	8.3433	9.2618	10.2957
O	11.2771	7.5247	17.2668
O	0.7137	10.9752	20.7558
O	6.7263	-0.1678	17.0911
O	4.2777	0.5188	16.7025
O	0.3625	9.2224	15.2659
O	2.7971	9.6405	19.9123
O	6.6465	0.8071	10.7473
O	5.392	9.438	19.9771
O	7.8894	11.8688	11.0831
O	0.5377	0.4021	13.1207
O	7.9866	4.8645	20.8841
O	10.087	7.3622	10.9148
O	2.1757	7.5956	14.5853
O	10.0437	11.1431	9.8956
O	11.1724	13.4852	9.235
O	4.4098	4.9609	10.9288
O	0.9413	8.1887	20.9442
O	2.6505	4.9514	14.6119
O	10.9673	0.8155	15.3771
O	10.0331	12.1445	20.7905
O	7.6513	9.1874	18.094
O	2.3879	5.7929	9.4696
O	3.1012	2.7401	16.052
O	10.6566	6.8726	19.848
O	8.5989	11.61	17.8279
O	1.9445	0.4756	15.4427
O	5.1437	12.3263	9.8223
O	6.2588	7.1942	17.356
O	8.7482	5.4261	13.4604
O	7.7227	13.4105	19.5426
O	4.432	10.4813	13.3974
O	8.5288	1.718	15.1799
O	2.048	1.2168	17.9738
O	3.3563	10.6859	10.952
O	5.6761	1.0058	20.9071
O	10.7143	5.0745	17.9696
O	3.854	7.2289	20.0428
O	9.8794	7.5521	14.9875
O	5.3642	9.1759	15.6439
O	0.6285	11.9858	11.051
O	3.4551	8.1033	10.0265
O	7.9585	2.2683	20.7247
O	9.6571	4.78	9.2133
O	0.6401	0.1782	19.975
O	1.7102	2.6927	20.1045
O	5.4811	9.6983	9.8902
O	7.5726	10.8546	20.7744
O	1.8781	0.862	10.9592
O	2.9439	10.0577	15.4459

Results
free energy: -67415.409 eV
free energy less fixed offsets of O -447.96, Si -113.29 eV per atom: -3.009 eV
gap between the highest filled and lowest empty level on this k mesh: 1.430 eV

The program warned: the cutoff lies below the one the program advises for these potential files; the model core charge is not resolved on the grid; the forces do not sum to zero within the program's tolerance; the exchange-correlation potential is rough where the density is thin.
